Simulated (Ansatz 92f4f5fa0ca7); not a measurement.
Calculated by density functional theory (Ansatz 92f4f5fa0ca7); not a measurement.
Periodic cell of 321 atoms, Si176O145, from a study of silicon, its oxide and their interface. The atomic structure is a simulated model.

Settings
functional: PBE
potential files: Ansatz PAW
basis: plane waves
wave-function cutoff: 700 eV
density cutoff ratio: 5
exchange-correlation grid ratio: 2
k mesh: 2 x 2 x 1, shifted by 0.5 0.5 0.5 of a step
self-consistency stop: 5e-08 eV per atom in the density residual
occupations: Fermi-Dirac, 0.05 eV
spin: none
net charge: 0

Cell vectors (angstrom)
a, 15.4691, 0, 0.0189
b, 0, 15.4691, -0.0059
c, -2.1317, -4.9435, 22.57

Atoms and the computed forces on them: element, x, y, z (angstrom), force x, y, z (eV/angstrom)
Si, 10.1151, -5.2978, 14.0455, -0.035, -0.011, 0.1894
Si, -5.0198, -0.2249, 13.9402, -0.082, -0.0427, 0.2236
Si, 9.6739, 2.8736, 14.2824, -0.0845, -0.049, 0.2115
Si, 10.1373, 7.088, 13.9097, -0.011, 0.0536, 0.1354
Si, -2.5542, -4.5128, 14.6563, 0.0918, -0.1071, 0.2833
Si, -2.2432, -1.3305, 14.5207, 0.1483, 0.0551, 0.2169
Si, -2.859, 3.7111, 13.8398, 0.0606, -0.0086, 0.165
Si, -2.2595, 6.6591, 14.4954, 0.0307, -0.0289, 0.2617
Si, 2.325, -5.1307, 14.509, -0.0604, -0.0451, 0.3202
Si, 2.3859, -0.8034, 14.4434, -0.0779, 0.0113, 0.3105
Si, 2.3043, 2.3286, 13.7054, -0.017, -0.085, 0.1674
Si, 2.3413, 7.1833, 13.9156, -0.0682, 0.0462, 0.1981
Si, 5.465, -4.4942, 14.5373, 0.0881, -0.0486, 0.4079
Si, 5.554, -1.462, 14.4216, 0.0678, 0.0454, 0.3587
Si, 5.2575, 3.188, 14.3576, 0.1066, -0.1167, 0.2887
Si, 5.3667, 6.2396, 14.4327, 0.0356, 0.0388, 0.3221
Si, -1.2813, -4.9153, 16.5718, 0.1406, -0.0519, 0.1463
Si, -1.1689, -1.0357, 16.542, 0.0951, 0.0253, 0.2037
Si, -1.4923, 2.8373, 16.5042, 0.1013, 0.0903, 0.261
Si, -1.4488, 6.68, 16.6848, 0.0478, 0.0108, 0.0206
Si, 1.1741, -4.9424, 16.5586, -0.1175, 0.0331, 0.0947
Si, 1.2788, -1.0024, 16.5378, -0.0581, -0.0107, 0.0905
Si, 0.9231, 2.8734, 16.3981, -0.0393, -0.0534, 0.3139
Si, 0.955, 6.6637, 16.6381, -0.1063, 0.0517, 0.3146
Si, 6.2318, -4.8807, 16.6911, -0.0102, -0.0157, -0.0199
Si, 6.3511, -1.0317, 16.565, 0.0219, -0.0293, 0.0579
Si, 6.2184, 2.8629, 16.4928, 0.0298, 0.0364, 0.1107
Si, 6.169, 6.6387, 16.6244, 0.0459, -0.0267, 0.0409
Si, 8.6265, -4.8664, 16.5745, -0.0821, -0.0226, 0.4147
Si, 8.7987, -0.9865, 16.4517, -0.0953, -0.0427, 0.3278
Si, 8.7019, 2.8971, 16.4483, -0.0795, 0.0377, 0.0944
Si, 8.6242, 6.6683, 16.5869, -0.1089, 0.0079, 0.3569
Si, 0.2842, 1.9802, -4.7735, 0.0531, 0.0044, 0.016
Si, 0.1535, 5.8331, -4.8444, 0.0236, 0.0122, -0.0131
Si, 0.0678, 9.6668, -4.7141, -0.0183, -0.0364, -0.0025
Si, 0.1425, -1.8754, -4.715, 0.0263, -0.0192, 0.0216
Si, 3.8768, 1.9607, -4.7926, -0.0544, -0.0198, -0.0332
Si, 3.8248, 5.9453, -4.8423, -0.0309, 0.0424, -0.0154
Si, 3.7518, 9.6551, -4.7662, 0.0491, -0.0101, -0.008
Si, 3.7814, -1.9264, -4.7025, -0.0217, -0.0074, -0.0229
Si, 7.8697, 2.0221, -4.7042, 0.017, 0.0097, 0.0735
Si, 7.8346, 5.8756, -4.8232, 0.0214, 0.0074, -0.0236
Si, 7.7671, 9.6562, -4.6773, 0.0332, 0.0051, 0.0124
Si, 7.7392, -1.9109, -4.7441, 0.0065, -0.0254, 0.0599
Si, 11.5926, 2.0132, -4.9031, 0.0073, -0.0001, -0.029
Si, 11.4951, 5.9183, -4.8615, -0.0207, 0.0226, -0.0251
Si, 11.444, 9.698, -4.7462, 0.0053, 0.0307, -0.0156
Si, 11.5002, -1.8864, -4.8403, 0.0093, 0.0153, -0.019
Si, -1.833, 1.9399, -3.6359, 0.006, 0.0263, 0.0304
Si, -1.9159, 5.9157, -3.6148, -0.0038, -0.0264, 0.0049
Si, -1.966, 9.7227, -3.4657, 0.0059, -0.0309, -0.0208
Si, -1.9297, -1.9045, -3.5062, -0.0259, 0.0121, -0.0229
Si, 2.0747, 1.9762, -3.2788, 0.0165, 0.0275, -0.1087
Si, 1.9879, 5.8517, -3.3608, -0.0288, 0.0473, -0.0537
Si, 1.9312, 9.6106, -3.2452, -0.0233, -0.0451, -0.0431
Si, 1.9678, -1.9239, -3.2107, -0.0064, -0.0236, -0.0147
Si, 5.8399, 1.9509, -3.4707, -0.0502, 0.0206, 0.0564
Si, 5.8243, 5.9424, -3.5105, -0.0031, -0.0164, 0.0225
Si, 5.745, 9.7187, -3.372, -0.0195, -0.0085, -0.0188
Si, 5.768, -1.9424, -3.3674, -0.008, 0.0183, -0.0305
Si, 9.7921, 2.0851, -3.3891, -0.0051, -0.0058, -0.1065
Si, 9.6678, 5.9035, -3.3501, -0.0346, -0.0222, -0.0829
Si, 9.6246, 9.6534, -3.2586, -0.0299, 0.0303, -0.059
Si, 9.6533, -1.8404, -3.3739, -0.0336, 0.0129, -0.1116
Si, -1.8373, 0.0319, -2.1162, -0.0084, -0.009, 0.0109
Si, -1.8731, 3.9256, -2.3374, -0.0036, -0.0295, -0.0397
Si, -1.9481, 7.8037, -2.0502, 0.0034, 0.0313, 0.0037
Si, -1.9143, 11.6471, -2.0205, 0.0069, -0.0071, 0.0013
Si, 2.0103, 0.0616, -1.9597, 0.0226, 0.0064, 0.0491
Si, 2.0387, 3.9321, -2.0164, -0.005, 0.0023, -0.0158
Si, 1.9317, 7.6641, -1.9123, 0.0117, 0.0405, 0.0594
Si, 1.9839, 11.5623, -1.9262, 0.0157, -0.0288, 0.0471
Si, 5.8219, 0.0178, -2.0055, 0.0284, -0.0123, 0.021
Si, 5.8154, 3.9496, -2.1979, 0.0047, 0.0098, -0.0388
Si, 5.7912, 7.8134, -1.9385, 0.0003, 0.0099, 0.0283
Si, 5.7468, 11.6342, -1.8578, 0.0372, 0.0133, 0.0416
Si, 9.7664, 0.1604, -2.1303, 0.0413, -0.0358, 0.0209
Si, 9.7227, 3.9725, -2.0575, -0.0158, -0.0399, 0.0168
Si, 9.639, 7.742, -1.898, 0.0111, -0.0145, 0.0518
Si, 9.6133, 11.6786, -2.1254, 0.0167, 0.0577, 0.0622
Si, 0.0874, 0.0194, -0.6243, -0.0297, -0.0201, -0.0335
Si, -0.0082, 3.8858, -0.8769, -0.0414, 0.033, 0.0413
Si, -0.028, 7.7232, -0.5879, 0.0193, -0.0081, -0.0117
Si, 0.0696, 11.6177, -0.5626, -0.0569, -0.0073, 0.0198
Si, 3.8748, -0.0068, -0.557, 0.0327, 0.0209, -0.0137
Si, 3.9866, 3.9425, -0.6979, -0.0112, 0.0355, 0.0315
Si, 3.8408, 7.6919, -0.5154, 0.0279, -0.0284, -0.0225
Si, 3.7864, 11.5273, -0.3595, -0.0495, -0.0123, -0.0557
Si, 7.873, 0.1558, -0.7729, -0.0578, 0.0413, -0.0383
Si, 7.7302, 3.9078, -0.8191, -0.0175, 0.0048, 0.0726
Si, 7.731, 7.8525, -0.489, 0.0203, -0.0144, 0.0003
Si, 7.8222, -3.7241, -0.6029, -0.0072, -0.0038, -0.0031
Si, 11.6621, 0.0785, -0.7585, -0.0356, -0.0117, -0.0505
Si, 11.7365, 3.982, -0.8897, 0.0174, 0.0316, 0.0707
Si, 11.5854, 7.8002, -0.5752, -0.0236, -0.0067, 0.0215
Si, 11.4928, 11.6565, -0.7808, -0.0293, 0.0002, -0.0242
Si, 0.0209, 2.0416, 0.611, 0.0182, 0.0404, 0.0648
Si, -0.0357, 5.6816, 0.6496, 0.0082, -0.0006, 0.0409
Si, 0.6506, 9.6516, 0.6678, 0.0292, -0.0284, -0.2717
Si, 0.6999, -1.9008, 0.7122, 0.0814, 0.0358, -0.092
Si, 3.8972, 2.0125, 0.6601, -0.002, 0.0155, 0.0596
Si, 3.9326, 5.7462, 0.8648, -0.0456, -0.0311, 0.0253
Si, 3.1013, 9.4729, 0.8841, -0.0181, 0.0129, -0.2528
Si, 3.1529, -1.897, 0.7426, -0.0594, 0.0208, -0.1205
Si, 7.793, 2.037, 0.6672, -0.0044, 0.0122, -0.0113
Si, 7.7825, 5.7553, 0.6302, -0.0215, -0.0235, 0.038
Si, 8.3478, 9.8791, 0.7567, 0.0967, 0.0171, -0.0709
Si, 8.5914, -1.7, 0.463, 0.1327, -0.1497, -0.2716
Si, -3.7944, 2.0773, 0.4625, 0.0428, 0.0219, 0.0691
Si, -3.7496, 5.7733, 0.6453, 0.0742, -0.0363, 0.0134
Si, 10.8161, 9.7928, 0.5533, -0.0817, -0.034, -0.1172
Si, 11.0233, -1.8489, 0.4371, -0.0207, 0.0564, -0.0208
Si, -1.9497, 2.5318, 1.8202, 0.0219, 0.1627, -0.2855
Si, -1.9125, 4.9689, 1.9281, -0.1032, -0.1233, -0.3607
Si, -0.9083, 9.0516, 3.2995, 0.0092, 0.0335, -0.0721
Si, -0.3199, -1.4058, 2.7976, 0.1865, -0.0392, -0.1363
Si, 1.9628, 2.6878, 1.8587, -0.0868, 0.1665, -0.4187
Si, 1.8752, 5.138, 1.9429, 0.0089, -0.1584, -0.4062
Si, 4.8775, -4.5213, 4.2737, 0.1415, 0.0391, -0.1403
Si, 4.0995, -2.0833, 2.8842, -0.0012, -0.0246, -0.2395
Si, 5.8179, 2.1678, 2.0076, 0.0209, 0.0126, -0.3728
Si, 5.9709, 5.2888, 2.0552, -0.0237, 0.0553, -0.3769
Si, 7.6107, 10.4996, 2.9945, 0.0233, 0.0397, -0.2789
Si, 7.2469, -1.8884, 3.1726, 0.0196, -0.0408, -0.1562
Si, 9.8108, 2.7733, 1.7288, 0.0033, 0.1539, -0.3378
Si, 9.7555, 5.1941, 1.7934, 0.0028, -0.0132, -0.0713
Si, -3.4432, 10.2797, 2.439, -0.165, 0.0017, -0.1544
Si, -3.1474, -2.2354, 2.3218, -0.1984, 0.0119, -0.2054
Si, 0.3741, -6.0149, 10.3007, -0.0498, -0.0855, 0.0361
Si, -0.5817, 0.466, 9.8999, -0.0271, 0.0087, -0.022
Si, 0.1303, 4.5489, 9.5676, -0.0303, -0.0248, 0.0411
Si, 3.4063, 8.5211, 4.045, 0.0438, 0.0231, -0.214
Si, 6.3427, -3.4969, 6.8485, 0.0375, -0.1014, -0.0249
Si, -2.6924, 4.9656, 4.9445, 0.0358, -0.0177, -0.2542
Si, 2.7521, -0.9961, 5.4878, -0.0873, -0.0634, -0.1029
Si, 8.3276, 8.3061, 5.0539, -0.0198, -0.0455, -0.1241
Si, 1.698, 6.8191, 10.8378, 0.0091, 0.0628, 0.0774
Si, 6.6744, 0.7287, 4.5482, 0.0654, 0.0788, -0.1983
Si, 5.8064, 6.7111, 4.7812, 0.0178, 0.0278, -0.1245
Si, 10.025, -4.3064, 11.1432, 0.0351, -0.1592, 0.0902
Si, 9.473, 2.1197, 7.4704, -0.0419, -0.0178, -0.0597
Si, 10.5701, 3.5321, 9.8143, -0.0862, 0.0249, 0.0767
Si, -1.7532, 8.6569, 8.2018, 0.0189, 0.0145, -0.0155
Si, 1.0569, 1.1299, 4.3069, -0.0847, -0.0115, -0.1647
Si, 0.898, 6.8925, 4.3843, -0.0301, -0.0479, -0.1477
Si, 2.4574, -3.8625, 9.9298, 0.0265, -0.0216, 0.0822
Si, -4.1425, -3.5026, 4.7321, 0.0995, -0.0537, -0.1542
Si, 9.1676, 2.7303, 4.6121, 0.0085, 0.0771, -0.1721
Si, 8.2488, 2.7682, 11.6606, 0.0159, 0.0808, 0.0549
Si, -1.7168, 2.048, 4.866, 0.0174, 0.0176, -0.2025
Si, 9.7468, 5.5618, 4.1256, 0.0794, -0.0817, -0.4207
Si, 1.2956, -2.9914, 12.4866, 0.0509, 0.0233, 0.1133
Si, -1.6241, -6.5404, 12.5164, -0.0789, -0.003, 0.0201
Si, -0.6333, 6.0308, 6.9406, -0.0578, 0.0293, -0.0639
Si, 4.559, 0.6823, 9.7464, 0.0176, 0.0069, 0.0305
Si, 4.4411, 6.4325, 9.5072, 0.0813, 0.0359, 0.0042
Si, -3.8587, 8.6762, 10.2742, 0.1186, 0.0285, 0.0852
Si, 4.6761, 9.3123, 10.1926, 0.0514, -0.0432, 0.1252
Si, 5.7331, 4.848, 7.3766, 0.0435, 0.0805, 0.0724
Si, 7.55, -5.8759, 10.3653, -0.0649, 0.0042, 0.0582
Si, 0.0639, -2.3908, 5.6236, -0.0435, 0.088, -0.1327
Si, -2.2162, 2.8262, 10.8416, 0.0578, 0.0543, 0.096
Si, 9.265, -2.9634, 7.059, 0.0344, -0.0717, -0.0439
Si, 6.2543, 1.8254, 7.3029, 0.0952, 0.0258, -0.0154
Si, -4.523, -0.5928, 8.3269, 0.0109, -0.0205, -0.0412
Si, 1.9257, 2.2215, 10.5019, -0.0714, -0.0574, 0.0854
Si, 8.2885, 9.8193, 7.6238, -0.0581, 0.1137, -0.0323
Si, -1.7403, -0.1392, 7.0476, 0.054, -0.007, 0.002
Si, -1.546, -4.715, 5.9059, -0.0647, -0.0445, -0.1238
Si, 9.836, 6.2505, 10.9647, 0.0372, -0.0451, 0.0551
Si, -1.3156, -1.8047, 11.7674, 0.0071, 0.0758, 0.0945
Si, 6.0747, 8.5629, 12.5795, -0.0812, 0.1387, 0.0063
Si, 6.244, 0.8267, 12.405, -0.0357, -0.0024, 0.1548
Si, -4.2895, -1.5961, 11.1512, 0.0712, 0.0095, 0.0983
Si, 7.0537, 5.1406, 10.0534, -0.0221, -0.0584, -0.0203
Si, 3.9912, -1.937, 8.1673, -0.0132, -0.0087, -0.0323
O, -4.0398, -5.1372, 14.9849, 0.0155, -0.0276, 0.1025
O, 8.8583, -4.8004, 14.9358, -0.055, 0.0505, -0.2461
O, 9.2982, -0.9519, 14.8647, -0.0221, -0.0415, -0.2338
O, -3.59, -0.4247, 14.6887, 0.0281, 0.1178, 0.0825
O, -4.4484, 3.8103, 14.2138, -0.001, 0.1199, 0.0306
O, -3.8416, 7.0511, 14.523, 0.018, 0.0245, 0.1005
O, 9.0849, 6.5321, 15.0069, -0.0344, -0.0808, -0.1887
O, -2.1241, 2.7953, 14.9699, 0.0044, -0.1219, -0.1768
O, 3.831, -4.518, 14.581, -0.0208, 0.0733, 0.0057
O, 3.9273, -1.3259, 14.4458, -0.0104, -0.0387, -0.0094
O, 1.1678, 2.8805, 14.7444, -0.1298, 0.0968, -0.243
O, 3.638, 3.1073, 14.2074, -0.044, 0.1302, 0.0137
O, 1.3187, 6.6014, 15.0291, -0.0168, -0.1125, -0.1816
O, 3.7794, 6.4981, 14.1954, 0.0032, -0.0967, 0.0032
O, 0.114, 9.7057, 2.2282, 0.0981, 0.1019, 0.1197
O, 3.408, 8.9735, 2.4597, 0.026, -0.0719, 0.1271
O, 6.0052, 10.2991, 3.2665, -0.1509, -0.1454, -0.0744
O, 5.7155, -1.9878, 2.6344, -0.0704, 0.0425, -0.0873
O, 8.1678, -1.2687, 2.0001, 0.0751, 0.1607, 0.1206
O, -2.415, 9.0209, 2.6673, -0.0599, -0.2001, -0.0664
O, 9.8472, -6.8217, 13.5676, -0.0674, -0.0031, -0.1345
O, 10.3151, -4.3801, 12.7391, 0.012, 0.149, -0.0367
O, 5.6279, 1.1858, 8.6443, 0.0622, -0.0068, -0.0038
O, 10.1271, 1.3559, 13.8746, 0.0474, -0.0631, -0.1104
O, 9.9794, 6.1856, 12.5788, -0.029, -0.137, -0.0172
O, -2.6832, -2.9074, 14.402, -0.0781, -0.0155, -0.0977
O, -2.0697, -5.1828, 13.2647, 0.0499, 0.0745, -0.1669
O, 3.3572, 1.768, 9.8885, 0.0218, 0.1096, -0.0925
O, 5.7187, 1.1038, 3.2695, -0.1427, -0.1155, 0.1675
O, -2.1608, 5.1757, 13.8291, 0.1131, -0.0522, -0.1773
O, -1.1356, 3.909, 10.3372, -0.0017, 0.1443, -0.0085
O, -1.4208, 7.7199, 13.5794, 0.1687, 0.0179, -0.053
O, 1.517, -4.3395, 13.3504, -0.1203, -0.0171, -0.1354
O, -0.2701, -3.018, 12.0397, -0.1031, -0.1438, -0.0987
O, -1.448, -0.9184, 13.1431, 0.1168, 0.2053, -0.0725
O, -0.9687, 0.5429, 8.3186, 0.0863, 0.0964, -0.0274
O, 8.16, 8.9582, 8.9934, 0.0708, -0.2188, -0.0534
O, 2.4512, 0.7362, 13.9447, 0.0184, 0.0483, -0.1292
O, 4.6947, 8.6426, 11.6952, -0.2033, -0.0607, 0.07
O, 5.9209, -3.0072, 14.0281, 0.1016, 0.0348, -0.2384
O, 6.095, -5.5819, 13.5137, 0.1153, -0.0218, -0.1231
O, -4.8998, -0.869, 12.4635, -0.1248, 0.0221, -0.1426
O, 6.2843, -0.5019, 13.3269, 0.1455, 0.0305, -0.2242
O, 5.712, 4.7092, 13.973, 0.0737, 0.0328, -0.1611
O, 5.8271, 2.1078, 13.3003, 0.0083, -0.0029, -0.1043
O, 6.1972, 7.2258, 13.4513, 0.1697, -0.038, -0.0991
O, -4.7355, 5.0736, 10.2761, 0.1641, 0.0677, -0.0691
O, -2.1031, 1.8, 3.3025, -0.094, -0.1839, 0.1634
O, 0.3423, -0.0242, 3.3835, 0.0068, 0.0669, -0.0757
O, -0.2061, 4.8638, 7.9973, 0.0512, -0.146, -0.0599
O, 4.3157, 7.2178, 4.3959, -0.0954, -0.0938, 0.0664
O, -2.0409, 5.7856, 6.1731, -0.1176, 0.081, 0.1462
O, -0.906, 9.4001, 9.3353, -0.0245, 0.1334, -0.0195
O, 2.0165, 2.0382, 3.3754, 0.1485, 0.0028, 0.2189
O, 3.6049, -1.1037, 4.0996, 0.0111, 0.1638, 0.0718
O, 1.593, 5.7456, 3.4621, 0.0166, -0.0232, 0.2363
O, 3.9997, 9.7574, 4.9199, -0.1104, -0.0094, 0.2614
O, 3.8448, -3.6162, 3.4002, -0.2052, -0.1413, 0.0366
O, 7.686, 1.2417, 11.7789, 0.1528, -0.1653, -0.1442
O, 2.3764, -2.9366, 11.2668, 0.1601, 0.1393, -0.0323
O, 7.2513, -0.7969, 4.3863, 0.059, -0.028, 0.2386
O, 5.8639, 3.7211, 2.5659, -0.0359, 0.0387, 0.1634
O, 8.8736, 8.8398, 6.4803, 0.198, -0.093, 0.1025
O, 6.3961, 6.1159, 3.3966, 0.0842, 0.0314, 0.1051
O, 7.867, -3.389, 3.4338, 0.1339, 0.0744, 0.1122
O, 10.0872, 2.3778, 3.3217, 0.1331, -0.2228, 0.1186
O, 6.0618, -5.3265, 10.0139, -0.0276, 0.2424, -0.1287
O, 7.8294, 1.8537, 4.4965, -0.0371, -0.0165, 0.0239
O, 9.9735, 2.3374, 5.9463, 0.2057, -0.068, 0.1058
O, -0.4198, 7.5491, 3.6713, -0.0913, -0.126, 0.0124
O, 1.9684, 0.4324, 5.4577, 0.0709, 0.1555, 0.2102
O, -0.2116, -6.2043, 11.8036, 0.096, 0.0368, 0.1031
O, -0.3611, -2.4722, 4.0414, -0.0033, -0.1923, 0.0546
O, 7.8595, 1.9583, 7.5248, -0.0424, -0.0405, 0.0811
O, 6.8309, -5.0153, 7.2157, -0.1879, -0.1106, 0.0063
O, -0.8648, 7.3872, 7.7773, 0.0901, -0.001, 0.0402
O, 2.7931, -2.9477, 8.6324, -0.1102, -0.0013, -0.1188
O, 8.4798, -4.6684, 10.8627, -0.1101, 0.1812, 0.0146
O, 3.0618, 6.1596, 10.2841, 0.0051, -0.179, -0.0105
O, 1.0194, -4.5963, 9.8794, -0.1275, 0.0784, -0.1345
O, 9.9137, 3.4226, 8.3382, 0.0007, 0.1548, -0.1233
O, -4.257, 5.3405, 4.7952, 0.03, 0.0699, 0.2169
O, -2.8287, -2.275, 11.4148, -0.023, -0.17, -0.0807
O, -1.5968, 1.3435, 10.7979, -0.0841, -0.0667, 0.1288
O, 10.0419, -3.197, 5.6586, -0.0991, 0.047, -0.043
O, 1.531, -1.6583, 13.3669, -0.0988, 0.0365, -0.1114
O, 6.7545, 7.9471, 5.22, -0.1232, 0.0763, 0.1282
O, 9.637, 2.6988, 10.8422, 0.0788, -0.1792, 0.0042
O, 1.5081, 8.2928, 10.1639, 0.1244, -0.0078, -0.1153
O, 2.4677, -6.6867, 14.0959, 0.0419, -0.0431, -0.1265
O, 1.9197, 8.1474, 4.5554, -0.021, 0.1442, 0.1809
O, -2.5753, -3.7946, 2.1633, 0.2137, -0.0402, -0.079
O, 10.2005, -2.7799, 10.6888, -0.1427, 0.0447, -0.1215
O, 7.3591, 8.5359, 11.5745, 0.212, -0.1573, 0.0477
O, -1.9441, 5.3181, 3.544, 0.1017, 0.0904, 0.1838
O, 10.3498, 7.6958, 10.4894, -0.1138, 0.0423, -0.091
O, -2.0047, 9.6562, 6.9715, -0.1103, -0.0251, 0.0109
O, 1.7626, 6.8426, 12.4515, -0.077, -0.1002, -0.0507
O, 7.0013, 4.965, 8.4194, 0.2006, 0.0008, -0.1016
O, 0.4434, 5.9257, 10.3581, -0.1299, 0.0245, 0.0471
O, 1.397, 3.5345, 9.6983, 0.151, 0.0266, -0.1159
O, -2.7758, 8.4586, 11.4673, -0.0369, -0.1191, -0.0165
O, -3.441, 2.8576, 9.7897, 0.0327, -0.0782, -0.1558
O, 5.6745, 5.9142, 10.4518, -0.0159, 0.0026, 0.2045
O, -0.0824, 2.0875, 4.9626, 0.1531, 0.1654, 0.1709
O, 4.1125, -0.8217, 9.335, -0.0322, -0.063, 0.0989
O, -4.2164, -0.5532, 9.9198, -0.0052, 0.145, 0.0233
O, 5.203, 0.5607, 11.2175, -0.0954, -0.0824, -0.0729
O, 1.9954, 2.5573, 12.1155, -0.0454, 0.1124, -0.0578
O, -1.8897, -1.1893, 2.3611, -0.062, 0.1538, -0.1129
O, 3.6905, -1.1345, 6.7896, 0.0898, 0.1086, 0.008
O, 8.4513, 9.5115, 3.9744, 0.1822, -0.0221, 0.0456
O, -3.1968, 8.2954, 8.8424, -0.1377, -0.1028, -0.1341
O, -0.7001, -1.0368, 10.4784, 0.0874, -0.0639, -0.1332
O, -2.4391, 3.4136, 5.3211, -0.0808, -0.071, 0.2294
O, 5.8775, 5.6104, 5.9588, -0.0011, -0.1208, 0.0525
O, -2.2052, 0.9079, 5.8994, -0.1641, -0.0178, 0.0303
O, 7.1827, 3.7145, 10.8487, -0.1647, -0.0202, -0.0149
O, 7.702, -2.5993, 6.7503, -0.0316, 0.2415, -0.0388
O, 1.6654, -2.1912, 5.6332, 0.075, -0.1806, 0.0894
O, 3.5373, -5.0516, 10.0447, 0.0428, -0.021, -0.042
O, 9.2915, -4.3831, 7.8688, 0.1827, -0.0081, 0.13
O, -0.7038, -1.1764, 6.3664, -0.0012, 0.0522, 0.0877
O, -3.1139, -0.8349, 7.5542, -0.026, -0.125, -0.0409
O, 4.4671, 5.5449, 8.1409, -0.2473, -0.017, -0.1223
O, 8.3162, 6.0433, 10.473, -0.0467, 0.1458, -0.0356
O, 8.588, 3.3579, 13.1503, -0.1143, 0.1675, -0.046
O, 4.5702, 8.036, 9.1749, -0.0159, 0.0344, -0.2575
O, -4.4127, -5.2697, 10.3188, 0.0483, 0.0974, -0.1382
O, 9.1799, 7.0104, 4.5936, 0.0615, 0.0673, 0.093
O, 10.2258, 0.8071, 8.0135, -0.0043, -0.0262, 0.0193
O, 5.3432, -2.825, 7.9401, 0.0605, 0.0007, 0.123
O, 0.532, 6.2343, 5.8213, 0.1551, -0.065, 0.0907
O, -2.8154, -3.7418, 5.6308, 0.033, 0.0741, 0.1707
O, -3.9334, -2.2082, 3.7571, -0.1452, 0.2235, 0.1981
O, -0.9892, 9.9824, 4.6015, 0.1168, 0.0335, 0.0745
O, 11.1471, 10.6286, 3.8068, -0.2015, -0.138, 0.1545
O, 5.9558, 0.8768, 6.0015, -0.1663, -0.1072, 0.0737
O, -0.3244, -3.7641, 6.3943, 0.1702, -0.0427, 0.1927
O, 8.7937, 4.325, 4.6534, -0.1998, 0.0426, 0.1705
O, -2.7007, 3.0886, 12.3598, -0.0018, -0.0825, -0.0714
O, 5.5647, -3.5842, 5.4151, -0.0263, 0.085, 0.0611
O, 0.9224, 0.9877, 10.1778, 0.091, -0.1118, -0.0282
O, 5.5523, 3.272, 7.0501, -0.1544, -0.0261, -0.1089
O, 9.9507, -1.7957, 7.9202, -0.0695, 0.0014, 0.0698

Results
free energy: -194382.763 eV
free energy less fixed offsets of O -569.03, Si -635.61 eV per atom: -6.053 eV

The program warned: the cutoff lies below the one the program advises for these potential files.
